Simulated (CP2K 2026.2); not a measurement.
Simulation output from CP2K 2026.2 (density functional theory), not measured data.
Periodic cell of 504 atoms, Si360O144, from a study of silicon, its oxide and their interface. The atomic structure is a simulated model.
Doubt: the forces sum to 2.43 eV/angstrom along one axis rather than to zero, so they err by at least 0.0048 eV/angstrom per atom on average; the grid cutoff is modest.

Settings
functional: PBE
method: Gaussian and plane waves
basis set: DZVP-MOLOPT-SR-GTH
pseudopotentials: GTH-PBE
grid cutoff: 300 Ry, relative cutoff 40 Ry
k points: Gamma only
occupations: fixed
spin: none
net charge: 0

Cell vectors (angstrom)
a	16.32	0	0
b	0	16.32	0
c	-4.2016	-2.5177	34.1401

Atoms and the computed forces on them: element, x, y, z (angstrom), force x, y, z (eV/angstrom)
Si	1.172	-1.046	0.204	-0.002	-0.218	0.706
Si	4.287	0.933	0.285	0.014	0.172	0.739
Si	1.231	4.271	0.269	0.192	-0.038	0.794
Si	3.915	7.271	-0.15	0.137	-0.319	0.761
Si	1.562	-6.941	-0.044	-0.161	0.205	0.76
Si	4.427	-4.238	-0.075	-0.242	0.073	0.667
Si	6.584	-1.135	0.294	0.036	-0.041	0.651
Si	9.255	1.601	0.102	0.083	-0.156	0.751
Si	6.928	3.691	-0.044	-0.161	0.218	0.694
Si	9.746	6.249	0.087	-0.015	0.253	0.775
Si	6.634	9.859	0.132	0.006	0.038	0.603
Si	-6.322	-4.255	-0.145	-0.452	0.325	0.619
Si	-3.842	-1.565	-0.034	-0.063	0.184	0.728
Si	-0.967	1.216	0.153	-0.216	0.059	0.696
Si	-4.375	4.089	0.346	0.183	0.075	0.605
Si	-1.044	6.446	-0.153	-0.343	0.323	0.682
Si	-4.273	-6.71	0.036	0.252	-0.181	0.675
Si	-1.621	-3.792	-0.033	0.139	-0.132	0.737
Si	2.715	-0.069	1.642	-0.026	-0.014	-0.031
Si	5.441	2.628	1.415	0.017	0.003	-0.051
Si	2.874	5.57	1.26	0.002	0.033	-0.062
Si	5.42	8.276	1.355	0.014	-0.001	-0.047
Si	2.762	-5.367	1.236	0.007	-0.016	-0.046
Si	5.437	-2.764	1.46	-0.009	-0.016	-0.021
Si	8.149	0.067	1.493	0.004	0.012	-0.056
Si	-5.619	2.667	1.62	-0.022	-0.032	-0.025
Si	8.046	5.294	1.356	-0.01	-0.005	-0.067
Si	-5.473	8.02	1.265	-0.01	-0.043	-0.026
Si	8.252	-5.258	1.249	0.07	0.039	-0.02
Si	-5.358	-2.705	1.338	-0.006	0.02	-0.065
Si	-2.688	0.04	1.273	0.002	0.01	-0.029
Si	0.089	2.72	1.58	0.034	0.006	-0.03
Si	-2.675	5.403	1.286	0.008	-0.015	-0.028
Si	-0.016	8.144	1.191	0.031	-0.012	-0.049
Si	-2.708	-5.449	1.279	-0.021	0.031	-0.05
Si	-0.062	-2.676	1.345	-0.024	0.009	-0.041
Si	1.431	1.385	2.924	-0.01	0.002	0.023
Si	4.121	4.125	2.669	-0.033	-0.022	0.01
Si	1.392	6.845	2.63	-0.007	0	0.032
Si	4.051	9.6	2.718	-0.023	0.017	0.015
Si	1.354	-4.069	2.632	0	0.005	-0.001
Si	4.06	-1.486	2.876	0.024	-0.001	0.041
Si	6.785	1.365	2.875	-0.022	-0.015	0.025
Si	9.361	4.058	2.89	-0.018	0.029	0.025
Si	6.768	6.81	2.641	0.006	0.004	0.013
Si	9.509	-6.813	2.578	0.01	0.025	0.021
Si	6.892	-4.046	2.75	0.007	-0.009	0.026
Si	-6.765	-1.37	2.703	0.014	-0.001	0.013
Si	-4.079	1.308	2.727	0.022	-0.022	0.019
Si	-1.383	4.083	2.769	-0.009	0.01	0.008
Si	-4.05	6.765	2.668	-0.005	0.002	-0.006
Si	-1.347	-6.828	2.61	0.005	0.001	0.004
Si	-4.055	-4.112	2.708	0.036	0.006	0.037
Si	-1.39	-1.317	2.734	-0.006	-0.001	0.038
Si	-0.015	-0.003	4.143	-0.013	-0.017	-0.022
Si	2.793	2.805	4.142	0.024	-0.001	0.015
Si	0.035	5.473	4.039	0.027	-0.019	-0.017
Si	2.695	8.204	4.054	0.011	-0.008	-0.015
Si	0.01	-5.465	3.993	-0.005	0.006	0
Si	2.66	-2.804	4.15	0.003	-0.02	0.005
Si	5.426	-0.048	4.162	0.012	0.023	-0.026
Si	8.093	2.703	4.264	-0.01	-0.011	0.015
Si	5.452	5.462	4.064	0.009	-0.005	-0.013
Si	8.155	-8.147	3.991	-0.007	0.006	0.006
Si	5.479	-5.423	4.066	-0.016	-0.005	-0.013
Si	8.204	-2.691	4.112	0	0.001	0.014
Si	-5.411	-0.047	4.1	-0.019	0.018	0.004
Si	-2.75	2.707	4.093	0.01	0	0.005
Si	-5.45	5.443	4.067	-0.014	-0.001	-0.016
Si	-2.713	8.161	4.019	0	-0.016	-0.012
Si	-5.447	-5.49	4.014	-0.017	0.024	-0.019
Si	-2.72	-2.725	4.079	-0.007	-0.002	-0.007
Si	1.374	-1.384	16.358	-0.016	0.01	0.017
Si	4.139	1.382	16.287	-0.007	0.007	-0.019
Si	1.403	4.104	16.234	-0.002	0	-0.021
Si	4.102	6.813	16.329	0.01	0.018	-0.01
Si	1.362	-6.803	16.297	0.01	-0.01	-0.007
Si	4.07	-4.08	16.361	0.012	-0.001	-0.004
Si	6.809	-1.343	16.353	-0.003	0.023	0.003
Si	-6.819	1.388	16.351	0.007	-0.018	-0.005
Si	6.828	4.078	16.374	-0.004	0.01	-0.005
Si	-6.829	6.796	16.322	-0.007	-0.016	-0.004
Si	6.776	-6.796	16.392	-0.012	-0.004	0.004
Si	-6.799	-4.097	16.353	0.016	-0.016	-0.015
Si	-4.079	-1.37	16.322	-0.006	-0.008	0.004
Si	-1.371	1.301	16.269	-0.013	0.009	-0.002
Si	-4.111	4.071	16.287	-0.004	-0.012	-0.011
Si	-1.38	6.821	16.244	-0.01	-0.007	-0.026
Si	-4.118	9.514	16.309	0.014	-0.005	-0.027
Si	-1.389	-4.08	16.286	0.003	-0.002	-0.008
Si	2.796	0.032	17.626	0	-0.005	0.017
Si	5.458	2.712	17.729	0.003	0.005	0.005
Si	2.782	5.397	17.65	-0.008	-0.031	-0.001
Si	5.39	8.179	17.765	-0.01	0.004	0.031
Si	2.679	-5.443	17.699	-0.014	-0.015	-0.014
Si	5.447	-2.712	17.705	-0.003	-0.007	0.002
Si	8.147	0.039	17.729	-0.005	0	0.014
Si	-5.441	2.74	17.709	0.005	0.028	0.008
Si	8.215	5.419	17.743	0.006	-0.006	0.011
Si	-5.511	8.184	17.673	0.005	0.019	0.002
Si	8.149	-5.426	17.745	-0.001	0.008	-0.013
Si	-5.382	-2.776	17.691	0.014	0	0.011
Si	-2.725	-0.021	17.697	0.021	-0.011	0.011
Si	0.008	2.729	17.49	0.017	-0.011	0
Si	-2.789	5.505	17.574	0.017	-0.003	0.015
Si	0.018	-8.207	17.61	0	0.016	0.009
Si	-2.752	-5.441	17.636	-0.032	0.005	0.005
Si	-0.036	-2.77	17.684	0.014	-0.019	-0.013
Si	1.416	1.468	18.851	0.012	0.059	-0.036
Si	4.108	4.07	19.107	-0.007	0.003	-0.002
Si	1.393	6.731	18.947	0	-0.001	-0.034
Si	3.972	-6.768	19.139	0.033	-0.024	-0.014
Si	1.262	-4.163	19.078	-0.03	-0.009	-0.014
Si	4.116	-1.318	19.045	-0.01	0.018	-0.021
Si	6.804	1.404	19.158	0.018	-0.002	-0.012
Si	-6.709	4.099	19.176	0.01	0.009	-0.017
Si	6.81	6.78	19.041	-0.016	0.007	-0.04
Si	-6.807	9.545	19.113	0.001	-0.01	0.011
Si	6.792	-4.055	19.105	-0.015	0.016	-0.001
Si	9.582	-1.361	18.96	0.009	-0.006	-0.027
Si	-4.057	1.393	19.046	-0.001	0.004	-0.011
Si	-1.368	4.108	18.764	0.009	0.002	-0.048
Si	-4.192	6.79	18.995	-0.001	-0.029	-0.017
Si	-1.383	-6.845	18.896	-0.005	0.002	-0.025
Si	-4.047	-4.143	19.125	0.003	0	-0.015
Si	-1.379	-1.417	19.051	-0.041	-0.002	-0.018
Si	0.029	0.121	20.103	0.002	-0.008	0.007
Si	2.643	2.762	20.417	-0.014	0.005	0.057
Si	-0.013	5.335	20.178	0.004	-0.006	0.066
Si	2.595	8.06	20.444	0.027	0.021	0.038
Si	-0.074	-5.666	20.416	0.041	0.026	0.066
Si	2.574	-2.617	20.268	-0.036	0.035	0.016
Si	5.456	0.002	20.53	0.016	-0.029	0.018
Si	8.25	2.73	20.534	0.008	-0.024	0.052
Si	5.527	5.396	20.456	0.029	-0.012	0.078
Si	8.128	8.166	20.412	-0.004	-0.007	0.053
Si	5.362	-5.344	20.479	-0.021	0.01	0.034
Si	8.234	-2.663	20.366	0	0.004	0.058
Si	-5.357	-0.064	20.352	0.004	-0.019	0.042
Si	-2.692	2.914	20.224	-0.05	0.033	0.045
Si	-5.379	5.517	20.602	-0.033	-0.003	0.053
Si	-2.774	-8.175	20.204	-0.003	0.019	0.015
Si	-5.441	-5.491	20.553	0.031	0.021	0.052
Si	-2.607	-2.842	20.526	0.017	-0.02	0.033
Si	1.404	-1.02	21.549	-0.044	-0.142	-0.619
Si	3.697	1.096	21.673	0.13	0.05	-0.703
Si	0.988	3.892	21.738	0.237	0.071	-0.707
Si	4.303	6.994	21.641	-0.134	-0.211	-0.733
Si	0.744	-7.486	21.737	0.189	0.109	-0.759
Si	3.816	-3.953	21.644	0.285	0.001	-0.579
Si	7.201	-1.086	21.758	-0.223	-0.039	-0.769
Si	-6.845	1.086	21.73	0.044	0.149	-0.675
Si	7.162	4.358	21.865	-0.135	-0.125	-0.763
Si	-7.031	6.714	21.868	0.24	0.115	-0.732
Si	6.492	-7.037	21.666	0.14	0.252	-0.733
Si	9.769	-3.763	21.762	-0.129	-0.317	-0.765
Si	-4.222	-1.642	21.703	0.207	0.169	-0.801
Si	-1.106	1.695	21.344	0.018	0.062	-0.664
Si	-3.598	4.444	21.793	-0.186	-0.009	-0.662
Si	-1.456	6.662	21.381	-0.044	-0.024	-0.492
Si	-3.813	-6.766	21.739	-0.245	-0.026	-0.669
Si	-1.565	-4.577	21.85	0.163	0.269	-0.741
Si	5.852	0.555	-3.687	-0.006	0.005	0.026
Si	7.525	-7.231	-2.585	0.058	-0.122	0.039
Si	0.853	1.325	-4.154	0.087	0.038	-0.09
Si	-0.703	-5.079	-7.167	-0.171	0.107	-0.061
Si	7.241	1.962	-5.945	0.023	0.033	0.003
Si	-7.88	4.466	-5.036	0.107	0	0.027
Si	5.662	-2.869	23.81	-0.009	0.052	-0.152
Si	3.143	-0.696	-4.481	-0.075	-0.033	0.101
Si	-6.888	-4.991	24.519	0.009	0.085	-0.117
Si	2.23	-5.733	23.546	-0.062	0.017	0.041
Si	4.243	-7.073	25.434	-0.119	-0.032	-0.067
Si	4.101	6.221	24.625	0.002	0.08	-0.157
Si	-4.065	5.985	-6.979	-0.05	-0.059	0.02
Si	-5.779	-0.2	-2.179	-0.011	0.017	0.186
Si	-1.798	-2.129	-6.91	-0.114	-0.028	0.085
Si	-4.39	6.998	-4.174	0.165	-0.059	0.062
Si	0.38	7.152	26.511	-0.062	-0.081	0.04
Si	3.146	-7.662	-5.265	0.195	0.052	-0.063
Si	2.342	-5.193	-6.493	0.063	0.003	0.022
Si	4.098	5.588	-7.548	-0.025	-0.006	0.067
Si	3.813	-2.684	-6.674	0.026	-0.036	-0.02
Si	6.74	-5.797	24.452	-0.116	-0.052	-0.088
Si	-4.746	2.298	23.871	0.119	-0.043	-0.24
Si	5.412	3.366	-2.704	0.008	0.066	0.216
Si	-1.488	-5.395	-4.337	-0.05	0.03	-0.071
Si	-5.547	-7.773	23.968	0.021	-0.092	-0.062
Si	-3.777	-6.684	-2.947	-0.059	0.077	0.176
Si	5.821	5.43	-4.983	-0.027	-0.023	-0.022
Si	-1.163	5.658	-7.366	0.102	-0.145	0.017
Si	1.391	5.094	24.689	-0.064	0.011	-0.273
Si	-2.656	0.107	23.629	0.03	0.017	0.03
Si	0.004	-1.243	24.294	-0.075	0.09	-0.219
Si	-3.115	-2.683	-4.408	-0.109	-0.022	-0.039
Si	-7.133	6.548	-2.892	-0.043	0.068	-0.043
Si	8.04	-4.445	-3.865	0.042	0.024	-0.078
Si	2.653	2.484	-1.883	0.106	0.008	0.052
Si	5.144	-0.886	26.058	0.006	0.105	0.012
Si	4.097	1.696	24.633	0.034	0.013	-0.051
Si	-0.041	-4.164	24.676	-0.01	-0.102	-0.201
Si	-1.805	5.652	-2.893	0.095	0.107	-0.019
Si	7.783	-1.671	-2.471	0.091	0.13	0.069
Si	6.441	-4.443	-6.525	-0.102	0.065	-0.024
Si	0.071	4.28	-5.098	-0.113	-0.091	0.132
Si	-5.307	3.391	-6.311	-0.082	-0.073	0.029
Si	2.614	-2.691	-2.066	0.12	0.027	0.093
Si	0.392	-4.973	-2.167	-0.077	0.014	0.176
Si	4.981	7.683	-3.054	-0.081	-0.042	0.158
Si	1.494	6.404	-6.447	-0.001	-0.058	0.087
Si	-4.06	1.436	-4.212	-0.048	-0.067	0.007
Si	-1.716	-0.24	-4.747	0.045	0.024	-0.02
Si	-2.689	2.867	-1.774	0.011	-0.054	0.111
Si	6.132	3.976	24.777	-0.056	-0.093	-0.174
Si	1.515	0.84	25.851	0.037	-0.033	-0.04
Si	-5.543	-4.017	-3.155	-0.01	-0.01	0.159
Si	1.337	-1.386	5.479	-0.002	0.015	0.012
Si	4.097	1.375	5.487	-0.004	0.009	-0.002
Si	1.367	4.125	5.45	-0.016	0.021	0.013
Si	4.065	6.82	5.403	-0.015	0.002	0.001
Si	1.343	9.534	5.425	0.013	0.005	0.01
Si	4.092	-4.116	5.462	-0.003	-0.007	0.005
Si	6.829	-1.369	5.492	-0.001	-0.002	0.011
Si	9.542	1.324	5.481	0.002	-0.026	0.005
Si	6.751	4.122	5.519	-0.007	-0.006	0.025
Si	-6.801	6.836	5.397	0.005	-0.01	0.002
Si	6.806	-6.818	5.407	0.008	0	0.004
Si	-6.776	-4.113	5.416	0.013	-0.003	0.004
Si	-4.075	-1.396	5.47	0.018	0	0.005
Si	-1.379	1.367	5.469	0.003	0.009	-0.003
Si	-4.105	4.075	5.439	-0.011	-0.014	0.011
Si	-1.346	6.816	5.399	-0.003	0.002	-0.006
Si	-4.073	-6.81	5.396	-0.006	-0.001	0.014
Si	-1.339	-4.101	5.395	0.01	-0.004	0.005
Si	2.708	0.002	6.81	0.001	0.005	0.003
Si	5.428	2.731	6.866	0.003	0.004	0.005
Si	2.723	5.475	6.807	-0.005	-0.008	-0.002
Si	5.439	-8.163	6.777	0	-0.002	0
Si	2.722	-5.465	6.808	0.009	-0.001	0.005
Si	5.442	-2.733	6.815	-0.003	0.008	0.002
Si	8.18	-0.015	6.849	-0.003	0.008	0.006
Si	-5.437	2.714	6.82	0.006	0.002	0.005
Si	-8.149	5.479	6.8	-0.004	-0.001	0.002
Si	-5.436	-8.15	6.777	-0.002	0.007	-0.006
Si	-8.159	-5.454	6.776	-0.003	0.008	-0.004
Si	10.882	-2.758	6.81	-0.008	-0.004	0.005
Si	-2.727	-0.01	6.818	0	0.005	-0.001
Si	0.003	2.738	6.797	0.002	-0.007	0
Si	-2.712	5.445	6.765	0.004	0.008	-0.009
Si	-0.011	8.171	6.787	-0.007	-0.002	0.002
Si	-2.715	-5.447	6.765	0.002	-0.001	-0.004
Si	-0.014	-2.753	6.814	0.006	0	-0.001
Si	1.35	1.366	8.164	-0.007	-0.003	0.005
Si	4.056	4.098	8.187	-0.007	-0.009	-0.005
Si	1.353	6.821	8.161	0.008	-0.004	0
Si	4.085	-6.816	8.16	-0.02	-0.002	0
Si	1.368	-4.093	8.165	0	0.003	-0.006
Si	4.083	-1.358	8.163	0.014	0.012	-0.001
Si	6.813	1.362	8.188	0.011	0.016	0.001
Si	-6.803	4.091	8.154	0.006	-0.006	-0.002
Si	6.799	6.818	8.159	-0.001	-0.001	-0.008
Si	-6.796	-6.798	8.147	-0.001	0.005	-0.002
Si	6.805	-4.099	8.159	-0.008	-0.01	-0.004
Si	9.531	-1.392	8.184	-0.008	-0.001	-0.005
Si	-4.078	1.355	8.177	-0.002	-0.006	-0.004
Si	-1.362	4.093	8.151	-0.001	-0.004	-0.002
Si	-4.078	6.8	8.134	-0.003	-0.006	-0.004
Si	-1.37	-6.8	8.15	0.009	0.002	-0.007
Si	-4.068	-4.101	8.158	0.001	0.007	-0.002
Si	-1.365	-1.375	8.167	-0.005	0	0
Si	-0.004	-0.006	9.52	0.002	-0.006	-0.006
Si	2.707	2.721	9.535	-0.007	0.01	0
Si	-0.001	5.446	9.518	0.001	0.003	-0.003
Si	2.72	-8.157	9.525	0.006	-0.005	0
Si	-0.003	-5.447	9.514	0.003	-0.001	-0.002
Si	2.727	-2.725	9.521	-0.011	0.006	-0.006
Si	5.443	-0.004	9.533	-0.004	0.002	-0.004
Si	-8.151	2.731	9.528	-0.006	0.002	0.005
Si	5.442	5.453	9.521	0.006	-0.016	-0.001
Si	-8.161	-8.146	9.517	-0.002	0.006	-0.001
Si	5.44	-5.449	9.521	0.002	-0.008	-0.008
Si	8.155	-2.74	9.533	0.001	0.004	-0.002
Si	-5.436	-0.011	9.529	0.007	0.004	0
Si	-2.715	2.726	9.519	0.001	-0.003	-0.002
Si	-5.435	5.445	9.508	0	-0.01	-0.005
Si	-2.73	-8.161	9.51	-0.005	0.004	-0.003
Si	-5.444	-5.445	9.519	0.005	0.001	0
Si	-2.726	-2.729	9.524	0.004	0.003	-0.007
Si	1.366	-1.364	10.876	0.003	0.004	-0.004
Si	4.082	1.361	10.885	-0.001	0.007	0.001
Si	1.353	4.083	10.891	0.001	-0.018	0.003
Si	4.082	-9.512	10.882	-0.013	0.006	-0.003
Si	1.362	-6.792	10.879	-0.007	-0.001	-0.002
Si	4.086	-4.083	10.885	0.008	-0.001	-0.001
Si	6.799	-1.372	10.893	0.002	0.008	0
Si	-6.797	1.357	10.879	0.002	0	-0.005
Si	-9.518	4.09	10.876	-0.001	0	0.001
Si	-6.803	-9.516	10.866	0.001	-0.008	-0.005
Si	-9.52	-6.796	10.889	-0.004	-0.001	0
Si	9.516	-4.09	10.893	0.001	0.003	0.001
Si	-4.081	-1.369	10.889	0.003	-0.005	0.002
Si	-1.362	1.358	10.879	0	-0.004	-0.002
Si	-4.084	4.081	10.875	0.006	-0.005	0.002
Si	-1.367	6.802	10.874	0.01	-0.007	-0.001
Si	-4.092	-6.807	10.878	-0.006	0.003	0.007
Si	-1.361	-4.087	10.873	0.001	0.01	-0.007
Si	2.728	-0.011	12.24	-0.009	-0.004	-0.003
Si	5.453	2.725	12.234	0.006	0.006	0.007
Si	2.73	5.444	12.239	0.01	-0.002	0.007
Si	5.439	-8.156	12.246	0.001	-0.009	-0.001
Si	2.725	-5.44	12.247	-0.008	0.002	0.002
Si	5.443	-2.73	12.26	-0.006	0.008	0.001
Si	8.167	-0.005	12.241	0.003	0.011	-0.003
Si	-5.446	2.72	12.239	-0.002	-0.015	0.008
Si	-8.163	5.451	12.233	0	-0.004	-0.001
Si	-5.459	-8.161	12.24	-0.005	-0.005	0.003
Si	-8.171	-5.439	12.26	-0.001	-0.005	0.002
Si	10.869	-2.718	12.249	-0.002	0	0.005
Si	-2.723	-0.002	12.24	0.002	0.002	0.003
Si	0	2.708	12.245	-0.007	-0.001	0
Si	-2.725	5.438	12.236	0.001	0.002	0.003
Si	-0.006	8.169	12.225	0.011	0.006	-0.004
Si	-2.735	-5.433	12.227	0.019	0.006	0.001
Si	0.007	-2.732	12.227	-0.007	0	-0.007
Si	1.37	1.343	13.6	0.018	0	0.004
Si	4.112	4.097	13.595	-0.013	-0.009	0.011
Si	1.364	6.817	13.577	-0.016	0.009	-0.002
Si	4.09	-6.793	13.612	0.008	-0.01	-0.002
Si	1.363	-4.08	13.603	-0.005	0.005	0.011
Si	4.083	-1.366	13.614	0.002	0.007	0.003
Si	6.815	1.363	13.592	0.002	-0.012	-0.003
Si	-6.816	4.084	13.591	-0.005	0.008	0
Si	6.798	-9.517	13.604	-0.004	0.004	0.002
Si	-6.827	-6.814	13.614	0.007	0.007	0.005
Si	6.801	-4.078	13.639	0.001	-0.001	0.009
Si	9.516	-1.359	13.62	-0.004	0.009	0.001
Si	-4.101	1.347	13.599	0.005	0.007	0.009
Si	-1.369	4.065	13.592	0.013	-0.013	0.003
Si	-4.094	6.799	13.588	0.007	-0.012	-0.001
Si	-1.37	9.534	13.576	-0.012	0.004	-0.006
Si	-4.097	-4.084	13.6	-0.007	0.001	0.002
Si	-1.353	-1.373	13.577	0.015	-0.009	-0.005
Si	0.019	-0.046	14.95	-0.005	-0.004	-0.002
Si	2.758	2.717	14.92	0.002	0.001	-0.005
Si	-0.001	5.453	14.912	0.014	-0.006	0.004
Si	2.731	8.156	14.954	-0.01	0.001	-0.003
Si	-0.01	-5.443	14.947	-0.007	-0.004	-0.003
Si	2.722	-2.729	14.978	0.015	0.009	0
Si	5.471	-0.004	14.948	0.002	0.004	-0.005
Si	8.155	2.729	14.967	-0.009	0	0.003
Si	5.472	5.443	14.99	0.005	-0.003	0.002
Si	8.12	-8.156	14.991	0	-0.002	0.004
Si	5.436	-5.44	15.002	0.001	0.004	0.003
Si	8.169	-2.714	14.999	-0.004	0.006	0.003
Si	-5.458	0.005	14.992	-0.001	-0.002	-0.005
Si	-2.737	2.699	14.947	0.004	0	-0.004
Si	-5.465	5.446	14.946	0.015	0.008	0.002
Si	-2.744	8.188	14.923	0.006	0.005	-0.002
Si	-5.468	-5.447	14.956	-0.007	-0.008	-0.002
Si	-2.728	-2.71	14.934	0.004	0.009	-0.009
O	-5.417	-5.596	-0.268	0.097	-0.221	-0.396
O	1.802	3.527	-1.034	-0.165	0.015	-0.396
O	5.424	-0.115	-0.282	-0.085	-0.002	-0.402
O	5.966	-7.363	-2.99	-0.251	0.451	-0.23
O	-4.21	-7.692	23.042	0.586	-0.185	0.235
O	3.766	6.411	23.056	-0.237	-0.288	-0.003
O	5.393	-2.253	25.265	0.029	-0.26	0.389
O	-0.04	-2.62	25.112	0.078	0.103	0.675
O	8.152	2.68	-0.459	-0.147	-0.178	-0.57
O	6.399	0.847	-5.175	-0.083	-0.369	-0.479
O	-1.969	0.82	22.38	0.16	-0.38	-0.07
O	5.873	-5.801	-7.179	0.37	-0.369	-0.436
O	7.376	3.938	25.786	0.154	0.08	-0.131
O	6.609	3.705	23.252	-0.182	-0.31	0.028
O	-8.01	0.034	22.254	-0.007	-0.005	0.563
O	5.53	-5.391	-0.52	-0.08	-0.131	-0.401
O	7.999	2.913	-4.868	0.287	-0.295	0.653
O	5.359	-8.148	22.049	-0.085	0	0.278
O	-7.361	6.502	-1.306	-0.489	0.348	-0.157
O	1.87	0.255	-4.848	-0.169	0.148	-0.211
O	0.123	0.093	-0.343	0.084	0.185	-0.553
O	-0.89	8.144	26.428	-0.199	0.051	-0.482
O	7.25	5.316	-5.759	-0.021	0.386	-0.966
O	-7.706	5.211	-3.61	-0.287	-0.201	0.316
O	2.676	-8.045	-0.51	0.037	0.074	-0.077
O	3.705	-1.299	-5.867	0.389	0.511	-0.48
O	-6.048	-6.241	23.965	0.231	0.283	0.054
O	-2.99	0.685	-5.175	-0.073	-0.074	-0.704
O	5.78	-6.619	25.435	0.144	0.034	0.389
O	4.546	0.202	25.032	-0.2	-0.045	-0.228
O	6.001	1.861	-2.749	0.28	-0.211	0.351
O	-4.143	4.368	-6.844	0.383	-0.091	-0.016
O	3.931	-3.404	-1.408	0.2	-0.092	-0.381
O	1.585	1.704	-2.781	-0.087	-0.092	0.394
O	-2.976	6.31	-3.792	0.052	0.014	-0.284
O	-0.007	-5.309	-3.696	0.502	-0.246	-0.411
O	-5.387	5.191	-0.327	-0.046	0.062	-0.285
O	6.716	-1.885	23.09	0.121	0.017	0.334
O	-1.44	-0.52	24.491	-0.25	-0.116	0.29
O	-4.404	-7.732	-3.981	-0.316	0.231	-0.447
O	2.029	-1.58	-1.062	0.221	0.495	0.042
O	-1.388	6.741	-1.742	-0.174	0.527	-0.266
O	5.665	4.082	-4.117	0.04	-0.151	-0.159
O	-5.918	1.655	22.951	0.221	0.209	0.142
O	3.419	1.392	-0.997	-0.199	-0.219	-0.336
O	-2.264	-6.479	-3.445	0.263	-0.331	0.254
O	-6.722	-4.206	-4.253	0.104	-0.202	-0.807
O	2.583	1.858	25.177	-0.102	0.464	0.004
O	-0.567	0.573	-3.968	-0.342	-0.095	0.265
O	4.62	7.021	-1.612	0.539	-0.54	-0.212
O	-0.388	7.696	22.138	0.165	0.05	0.363
O	4.175	1.845	23.034	-0.024	0.303	0.123
O	2.67	-3.671	-6.099	-0.398	0.249	0.572
O	-3.619	-1.076	23.107	-0.145	-0.218	0.557
O	-3.15	-2.462	-6.035	-0.578	0.021	-0.504
O	4.345	-3	22.873	-0.204	0.386	-0.02
O	-2.458	5.595	22.211	-0.036	0.291	0.137
O	-3.905	2.94	-0.725	-0.197	-0.278	-0.194
O	-0.062	2.688	22.143	-0.058	-0.056	0.423
O	7.528	-3.104	-3.143	-0.123	-0.211	0.227
O	-8.096	5.54	22.306	0.059	-0.258	0.072
O	2.676	-4.996	22.188	-0.053	-0.135	-0.238
O	-7.867	7.952	-3.296	0.304	0.157	-0.722
O	-2.519	6.416	-6.975	0.143	0.47	0.056
O	5.073	2.834	25.224	-0.287	0.215	0.494
O	-7.995	1.253	-6.898	-0.058	-0.646	-0.076
O	1.398	5.149	-5.426	0.47	-0.28	0.45
O	2.919	5.277	25.177	0.16	-0.279	0.461
O	7.507	-7.319	-0.967	0.348	-0.467	0.087
O	-6.362	0.961	-1.215	-0.043	0.34	-0.383
O	-0.913	4.372	-6.394	-0.467	-0.505	-0.133
O	-1.45	2.036	-1.171	0.248	0.035	-0.323
O	-5.359	8.138	25.526	-0.079	-0.461	0.211
O	-5.379	-2.698	22.151	0.102	-0.065	0.493
O	1.493	-4.679	24.511	0.363	0.119	0.351
O	-6.196	-4.138	25.704	0.297	0.423	-0.105
O	4.629	5.679	-6.025	-0.22	0.299	0.276
O	3.565	-6.381	24.146	0.21	-0.186	-0.191
O	5.806	6.613	-3.912	0.624	0.148	0.291
O	1.19	-6.916	23.2	-0.152	-0.149	0.602
O	6.263	2.845	-6.869	-0.107	0.313	0.41
O	-4.636	-0.994	-1.342	-0.054	0.083	0.029
O	0.067	6.678	-7.141	-0.128	0.726	0.11
O	3.657	-8.157	-3.828	-0.529	0.072	0.439
O	1.231	-0.385	24.868	0.195	-0.082	-0.422
O	4.284	0.206	-3.783	-0.261	-0.072	0.088
O	0.617	6.476	25.064	-0.092	0.436	-0.504
O	6.125	4.101	-1.428	0.14	0.294	-0.158
O	-4.082	3.58	23.106	-0.065	0.019	0.387
O	1.329	4.7	23.118	0.075	0.546	0.229
O	-6.26	-3.699	-1.706	0.117	0.546	-0.208
O	-4.762	6.69	-5.708	-0.206	0.047	0.008
O	-5.471	2.748	25.225	-0.242	0.32	-0.024
O	6.725	-0.642	-3.095	-0.083	-0.133	-0.24
O	8.04	-5.751	-2.924	0.45	-0.025	0.04
O	3.795	3.341	-2.628	-0.307	0.538	-0.547
O	-1.641	3.515	26.545	-0.105	-0.227	-0.444
O	2.579	-0.027	22.125	0.085	0.071	0.251
O	-1.072	-0.94	-6.073	0.643	0.501	-0.198
O	-4.862	2.58	-4.999	-0.118	0.054	0.173
O	-0.853	-4.272	23.285	-0.091	0.228	0.164
O	0.416	-1.551	22.748	-0.317	-0.455	-0.032
O	7.114	-6.599	23.101	0.565	-0.148	0.293
O	4.277	-7.742	-6.447	0.218	-0.582	-0.01
O	-2.771	-5.612	22.248	0.011	-0.034	0.511
O	-3.154	2.145	-3.104	0.311	-0.152	-0.448
O	-3.601	1.226	24.319	-0.016	-0.063	0.377
O	8.111	-5.565	25.24	0.196	-0.291	0.441
O	1.896	7.74	-5.669	-0.57	0.302	-0.005
O	-6.532	7.48	23.237	-0.177	-0.158	0.373
O	6.149	-4.376	24.01	-0.229	-0.118	-0.211
O	2.856	-1.942	-3.473	0.067	-0.087	-0.248
O	5.291	-3.316	-6.459	0.322	0.064	0.21
O	0.939	-6.287	-1.403	-0.156	-0.251	-0.389
O	-7.231	-4.112	23.211	-0.313	0.242	0.278
O	7.437	-1.838	-0.903	0.421	-0.383	0.096
O	0.726	3.961	25.574	0.194	-0.126	0.007
O	0.103	5.301	-0.284	0.305	-0.333	-0.265
O	-0.694	-4.992	25.892	-0.426	-0.257	-0.11
O	-2.334	4.398	-2.048	-0.138	0.089	0.138
O	-2.332	-1.401	-3.783	-0.052	-0.003	0.538
O	-3.748	-7.241	-1.422	0.608	-0.406	-0.108
O	4.154	7.644	25.369	-0.104	-0.113	0.311
O	-0.905	-4.408	-1.363	-0.23	-0.217	-0.209
O	-5.648	2.295	-7.446	0.466	-0.219	-0.246
O	-6.551	4.383	-5.951	0.051	0.383	-0.352
O	0.092	1.554	26.094	-0.539	-0.421	-0.157
O	-0.641	5.041	-3.843	0.263	0.023	0.121
O	0.856	-5.38	-7.018	0.247	-0.138	-0.184
O	-2.224	-3.984	-4.132	0.161	0.073	0.165
O	-1.46	-5.782	-5.912	-0.261	-0.537	-0.097
O	1.528	-3.853	-2.233	0.054	0.017	-0.201
O	-4.567	-2.843	-3.716	-0.095	0.511	0.132
O	-0.92	-3.481	-7.04	0.115	0.14	0.227
O	-2.757	-2.706	-0.54	0.111	0.143	-0.592
O	-4.642	-5.337	-3.019	0.18	0.053	-0.112
O	2.649	-6.124	-5.2	-0.288	0.042	0.394
O	-5.555	6.476	-3.199	0.083	-0.169	0.11
O	7.037	-4.757	-5.071	-0.172	-0.348	0.176
O	5.493	5.455	24.853	0.21	0.257	0.212
O	-5.109	0.432	-3.506	0.052	-0.009	-0.354
O	7.695	-3.964	-7.416	0.403	0.212	0.338
O	-7.017	-1.136	-2.653	0.134	-0.519	-0.382
O	0.509	2.737	-4.887	0.019	-0.099	-0.344

Results
total energy: -101655.391 eV
total energy less fixed offsets of O -438.25, Si -107.07 eV per atom: -2.191 eV
